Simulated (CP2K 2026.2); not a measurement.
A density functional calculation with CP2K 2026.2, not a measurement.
Periodic cell of 531 atoms, Si368O163, from a study of silicon, its oxide and their interface. The atomic structure is a simulated model.
Doubt: the forces sum to 2.01 eV/angstrom along one axis rather than to zero, so they err by at least 0.0038 eV/angstrom per atom on average; the grid cutoff is modest.

Settings: functional PBE; method Gaussian and plane waves; basis set DZVP-MOLOPT-SR-GTH; pseudopotentials GTH-PBE; grid cutoff 350 Ry, relative cutoff 50 Ry; k points Gamma only; occupations fixed; spin none; net charge 0.

Cell vectors (angstrom)
a 15.3871 0 0
b 0 15.3871 0
c -6.3015 2.5075 39.2125

Atoms and the computed forces on them: element, x, y, z (angstrom), force x, y, z (eV/angstrom)
Si 8.444 2.597 33.12 -0.28 -0.023 0.522
Si 7.783 6.822 30.844 0.212 -0.034 0.217
Si 9.455 10.279 33.208 -0.12 -0.081 0.794
Si 9.656 12.9 28.128 -0.015 0.132 0.021
Si -2.815 3.207 29.043 -0.001 -0.118 0.077
Si 9.732 6.36 33.161 0.244 -0.045 0.597
Si -2.043 10.603 30.299 0.094 0.105 0.135
Si 9.718 14.126 33.165 0.29 0.067 0.607
Si 0.109 2.082 31.569 0.376 0.224 0.519
Si 0.92 6.298 30.107 0.134 -0.095 0.311
Si 0.315 11.063 28.377 -0.054 0.101 0.067
Si 2.046 14.034 33.17 0.041 -0.014 0.017
Si 5.039 5.85 31.058 -0.166 0.282 0.619
Si 5.981 2.54 33.183 0.058 -0.024 -0.026
Si 2.816 10.522 30.088 -0.093 -0.163 0.162
Si -1.969 13.594 30.407 0.185 0.019 0.148
Si 7.995 15.255 27.653 -0.005 -0.013 0.098
Si -3.209 6.288 33.153 -0.247 0.102 0.728
Si 7.063 9.675 31.368 -0.068 0.079 0.197
Si -1.719 15.84 28.403 -0.041 0.1 0.063
Si -2.526 2.497 33.124 0.126 -0.017 0.774
Si -2.119 6.064 30.12 -0.025 -0.068 0.133
Si -2.831 10.24 33.146 0.115 -0.031 0.849
Si -3.214 14.086 33.256 -0.271 -0.032 0.702
Si 1.525 4.378 34.435 -0.005 0.053 -0.016
Si 2.093 6.261 33.141 0.258 0.058 0.66
Si 2.323 10.139 33.081 0.126 0.112 0.775
Si 1.255 3.428 28.917 -0.035 -0.001 0.074
Si 5.29 15.942 34.331 0.036 0.014 -0.002
Si 5.263 4.431 34.47 0.051 -0.036 0.06
Si 4.751 10.196 33.356 -0.325 -0.035 0.631
Si 5.154 12.18 34.513 0.017 0.023 -0.023
Si 9.073 4.469 34.432 0 -0.002 0.063
Si 9.168 8.276 34.432 -0.026 0.007 -0.034
Si 9.159 12.225 34.466 -0.018 -0.003 -0.025
Si 9.104 16.046 34.391 0.007 0.026 0.028
Si -2.541 4.43 34.452 0.03 0.03 -0.028
Si -2.51 8.236 34.346 0.022 -0.005 -0.052
Si -4.374 12.153 35.912 0.002 0.015 0.026
Si -2.454 15.963 34.47 0.058 -0.023 -0.064
Si 1.775 2.455 33.1 -0.512 0.007 0.295
Si 3.292 8.239 35.906 0.026 -0.009 0.005
Si 1.537 12.054 34.337 -0.034 -0.046 -0.084
Si 1.574 15.941 34.486 -0.017 -0.022 -0.019
Si 4.53 6.345 33.25 -0.1 0.003 0.06
Si 5.171 8.222 34.524 0.053 0.047 -0.031
Si 4.518 13.997 33.098 -0.286 0.109 0.67
Si 4.517 2.832 31.404 0.537 -0.134 0.612
Si 7.177 4.53 35.827 -0.003 0.001 -0.015
Si 7.194 8.247 35.741 0.006 0.012 0.021
Si 7.173 12.171 35.743 -0.004 -0.024 0.018
Si 7.187 15.888 35.758 -0.025 0.034 -0.029
Si -4.415 4.377 35.858 -0.021 0.024 -0.009
Si -4.342 8.283 35.85 -0.006 0 0.026
Si -2.532 12.163 34.46 0.035 -0.001 -0.051
Si -4.38 16.068 35.831 -0.001 -0.02 -0.021
Si -0.504 4.429 35.686 -0.002 -0.037 0.032
Si -0.486 8.262 35.606 -0.031 -0.004 0.01
Si -0.476 12.112 35.641 -0.015 0.011 0.024
Si -0.453 15.933 35.728 -0.015 0.026 0.038
Si 3.377 4.337 35.881 -0.026 0.052 -0.032
Si 1.53 8.247 34.314 0.013 0.046 -0.096
Si 3.296 12.112 35.918 -0.025 -0.028 0.01
Si 3.45 15.995 35.854 -0.003 -0.044 0.007
Si 7.177 2.5 37.09 -0.038 -0.008 -0.06
Si 7.198 6.402 37.208 -0.004 0.012 0.021
Si 7.18 10.206 37.079 -0.023 -0.004 0.012
Si 7.198 14.032 37.182 0.022 -0.017 0.009
Si -4.375 2.516 37.253 0.017 0.012 0.045
Si -4.365 6.34 37.171 -0.009 0.014 0.004
Si -4.365 10.201 37.211 0.005 0.002 0.021
Si -4.363 14.114 37.182 0.02 -0.008 0.016
Si -0.501 2.499 37.079 0.012 -0.003 -0.014
Si -0.482 6.363 37.051 0.003 -0.004 -0.007
Si -0.511 10.182 37.026 0.006 -0.001 -0.006
Si -0.463 14.01 37.086 0.002 0.001 0.003
Si 3.367 2.47 37.257 -0.005 -0.011 0.04
Si 3.341 6.296 37.203 0.033 0.005 0
Si 3.318 10.175 37.229 -0.021 0.007 0.045
Si 3.364 14.064 37.207 0.008 -0.022 0.003
Si 9.06 2.503 38.535 -0.01 0.003 -0.006
Si 9.118 6.37 38.553 0.014 -0.017 0.013
Si 9.074 10.197 38.514 -0.019 0 -0.012
Si 9.111 14.055 38.546 0.014 0.017 0.014
Si -2.395 2.507 38.508 0.008 0.003 0.012
Si -2.397 6.348 38.464 -0.008 0.003 0.006
Si -2.396 10.198 38.481 0.023 0.004 -0.004
Si -2.393 14.057 38.476 -0.012 0.008 -0.002
Si 1.388 2.492 38.516 -0.005 -0.007 -0.006
Si 1.39 6.331 38.504 0.015 0.009 0
Si 1.36 10.188 38.501 0.002 -0.005 -0.003
Si 1.414 14.056 38.516 0.007 -0.02 0.015
Si 5.313 2.502 38.548 -0.01 0.001 -0.005
Si 5.268 6.361 38.549 0.012 0.01 0.023
Si 5.285 10.192 38.51 0 -0.006 0.01
Si 5.286 14.035 38.55 -0.011 0 0.016
Si 0.031 1.923 11.544 0.015 -0.004 -0.009
Si 0.048 5.761 11.543 -0.017 -0.005 -0.005
Si 0.042 9.618 11.554 -0.011 -0.004 0.001
Si 0.052 13.481 11.552 0.02 -0.003 -0.005
Si 3.887 1.913 11.537 -0.011 -0.006 -0.019
Si 3.908 5.754 11.551 0.019 -0.024 0.003
Si 3.894 9.622 11.54 -0.001 0.001 -0.018
Si 3.841 13.461 11.563 -0.031 -0.007 -0.01
Si 7.709 1.919 11.581 0.017 -0.002 -0.008
Si 7.727 5.775 11.597 -0.013 -0.005 0.002
Si 7.715 9.61 11.58 -0.02 0.005 -0.003
Si 7.697 13.472 11.561 0.015 0.006 -0.017
Si 11.546 1.925 11.558 -0.019 0 -0.021
Si 11.523 5.782 11.568 0.017 0.018 -0.01
Si 11.555 9.63 11.568 0.004 0.006 -0.018
Si 11.58 13.482 11.578 -0.008 0.011 -0.011
Si -1.905 1.994 12.879 0.021 -0.023 0.049
Si -1.907 5.823 12.858 0.034 0 -0.028
Si -1.893 9.587 12.903 0.037 -0.005 -0.021
Si -1.851 13.46 12.908 -0.003 0 0.021
Si 1.969 1.816 12.889 0.011 -0.029 -0.003
Si 1.988 5.685 12.884 -0.014 0.012 0.029
Si 1.982 9.703 12.89 -0.006 0.014 0.035
Si 1.936 13.515 12.98 -0.015 0.022 -0.017
Si 5.78 1.972 12.93 0.003 0.014 0.048
Si 5.809 5.808 12.966 -0.026 0.042 -0.02
Si 5.787 9.526 12.943 0.003 -0.034 -0.014
Si 5.756 13.388 12.899 0.017 -0.014 0.033
Si 9.633 1.882 12.952 -0.021 0.011 -0.029
Si 9.628 5.742 12.993 0.004 0.029 0.046
Si 9.634 9.669 12.941 0.005 -0.003 0.002
Si 9.629 13.557 12.911 0.003 -0.017 -0.009
Si -1.857 15.442 14.181 0.012 -0.001 0.018
Si -1.941 3.952 14.224 -0.006 0.006 0.017
Si -1.899 7.677 14.294 -0.018 0.023 -0.017
Si -1.833 11.496 14.241 0.004 0.014 0.009
Si 1.935 15.397 14.444 -0.024 -0.01 -0.014
Si 1.996 3.693 14.219 -0.002 0.028 0.03
Si 2.053 7.703 14.077 0.014 -0.018 0.023
Si 1.93 11.616 14.344 0.016 -0.003 0.035
Si 5.729 15.359 14.153 -0.018 0.009 0.022
Si 5.827 3.92 14.332 0.007 -0.012 0.054
Si 5.808 7.67 14.447 0.047 0.005 0.009
Si 5.721 11.426 14.264 -0.006 0.005 0.03
Si 9.641 15.4 14.406 0.011 0 0.012
Si 9.631 3.753 14.348 0.005 0.038 0.026
Si 9.633 7.731 14.284 0 0.004 0.003
Si 9.605 11.663 14.243 -0.028 -0.025 -0.016
Si -0.08 15.487 15.746 0.018 -0.005 0.055
Si 0.759 5.772 16.522 0.063 -0.037 -0.115
Si 0.695 9.499 16.827 0.007 0.091 -0.067
Si 0.013 11.545 15.757 -0.041 -0.033 0.023
Si 3.955 15.323 15.711 -0.029 -0.017 0.05
Si 3.883 3.785 15.657 -0.03 -0.054 -0.006
Si 3.779 7.654 15.692 -0.021 -0.007 0.044
Si 3.845 11.489 15.731 0.02 0.016 0.003
Si 6.992 1.847 16.922 -0.024 0.051 0.028
Si 7.729 3.826 15.783 0.03 -0.012 -0.039
Si 7.791 7.692 15.803 -0.011 -0.01 0.033
Si 7.649 11.561 15.581 0.076 -0.038 -0.002
Si 11.707 15.437 15.635 -0.08 0 0.002
Si 11.579 3.856 15.696 -0.033 0.003 -0.02
Si 11.545 7.664 15.662 0.008 -0.006 0.057
Si 11.594 11.652 15.495 -0.031 0.002 0.004
Si -0.654 2.103 16.993 -0.041 -0.05 0.013
Si 0.018 3.812 15.483 0.011 0.018 0.003
Si 0.171 7.718 15.409 -0.018 0.001 -0.008
Si 0.583 13.861 19.878 0.003 0.072 -0.129
Si 4.571 1.857 16.93 0.027 0.009 -0.049
Si 3.153 5.705 16.873 0.007 0.004 -0.004
Si 3.145 9.554 16.968 0.02 0.034 -0.05
Si 4.481 13.397 17.028 0.024 0.001 0.008
Si 7.557 15.371 15.584 0.046 0.009 -0.001
Si 8.479 5.747 17.031 0.238 -0.036 -0.649
Si 8.148 9.738 16.991 -0.37 -0.119 -0.761
Si 6.94 13.443 16.801 -0.06 -0.014 -0.049
Si 12.242 1.963 16.962 0.06 0 -0.012
Si 10.936 5.748 16.978 -0.033 -0.012 0.009
Si 11.308 9.74 16.767 0.172 -0.123 -0.704
Si 12.263 13.477 16.833 0.039 0.011 -0.015
Si 11.104 1.46 18.975 0.31 0.06 -0.668
Si 12.28 6.014 18.92 -0.602 -0.22 -0.46
Si -2.61 9.118 19.29 -0.041 0.038 -0.032
Si 11.227 13.74 18.894 0.313 -0.115 -0.553
Si 0.513 2.856 18.96 -0.344 -0.219 -0.663
Si -0.116 5.728 18.59 0.258 0.119 -0.535
Si 0.27 8.789 19.034 0.177 0.137 -0.722
Si -0.698 13.524 16.949 -0.179 -0.064 -0.678
Si 3.642 2.367 19.01 0.289 -0.193 -0.597
Si 4.097 5.445 19.04 -0.328 0.109 -0.668
Si 3.052 9.952 19.323 0.092 -0.298 -0.763
Si 3.472 13.106 19.214 0.282 0.213 -0.71
Si 7.912 1.256 18.991 -0.241 0.128 -0.673
Si 6.965 6.17 19.732 0.029 0.029 -0.106
Si 7.914 10.814 19.805 -0.009 0.011 -0.091
Si 8.038 13.584 18.809 -0.275 -0.084 -0.582
Si 7.071 1.931 21.82 -0.149 -0.12 -0.182
Si 8.512 6.895 23.731 -0.134 0.038 0.021
Si -0.351 12.321 22.244 0.041 0.117 -0.091
Si 11.904 12.535 21.673 -0.041 -0.097 -0.189
Si 0.03 6.685 22.498 -0.026 0.059 0.044
Si 1.593 1.52 23.728 -0.073 -0.039 -0.021
Si 0.388 13.947 27.362 -0.016 0.09 0.096
Si 7.151 11.327 28.909 -0.112 0.015 0.122
Si 4.087 16.72 21.952 -0.025 0.024 -0.15
Si 3.735 9.154 22.08 -0.072 -0.034 -0.198
Si -4.886 2.239 31.016 -0.112 0.084 0.107
Si -3.194 2.285 21.693 0.076 0.039 -0.088
Si 7.908 8.611 21.568 0 0.061 -0.096
Si 1.097 13.934 24.508 -0.016 0.042 -0.101
Si 8.401 2.475 25.989 0.032 -0.115 0.131
Si 0.876 9.567 23.042 0.002 -0.125 -0.014
Si -0.004 9.154 25.903 0.001 -0.072 0.011
Si 3.99 2.152 28.611 0.009 -0.135 0.14
Si 3.874 12.636 24.619 0.038 0.166 -0.122
Si 0.323 3.282 26.008 0.052 -0.033 -0.057
Si -0.45 16.526 21.376 0.088 -0.092 -0.193
Si 4.961 9.777 24.669 0.004 -0.012 -0.033
Si -2.559 2.258 26.292 0.081 -0.062 0.209
Si 7.456 14.591 23.083 -0.172 0.039 0.003
Si 4.743 4.922 24.155 -0.082 0.067 -0.071
Si 2.981 6.117 21.925 0.092 0.03 -0.13
Si 9.267 5.44 26.084 -0.109 -0.016 -0.152
Si 8.922 7.724 28.076 -0.031 0.007 0.033
Si 10.307 13.837 23.756 0.031 0.08 -0.009
Si -3.573 8.448 28.778 0.044 -0.116 0.117
Si -2.683 5.34 21.817 -0.005 -0.067 -0.156
Si 0.801 14.504 31.208 0.334 -0.287 0.499
Si 11.261 6.651 24.346 -0.018 -0.059 -0.04
Si 4.821 13.714 21.951 -0.063 0.037 -0.172
Si -2.916 9.079 25.82 -0.093 0.026 0.009
Si 2.835 14.712 28.75 -0.082 0.006 0.193
Si 7.336 4.724 22.356 -0.019 0.038 -0.149
Si 3.644 7.179 25.876 -0.05 -0.08 0.151
Si 10.459 10.061 21.05 -0.137 0.061 -0.085
Si 5.279 2.453 25.857 -0.055 0.019 0.088
Si 10.342 11.383 25.759 -0.054 0.002 0.095
Si 4.823 12.937 30.194 -0.034 0.024 0.175
Si 3.375 7.71 29.03 -0.001 -0.027 0.127
Si 10.643 16.854 24.211 0.113 -0.081 -0.062
Si 9.47 14.83 30.19 -0.127 0.026 0.155
Si 0.621 6.386 25.474 0 -0.01 0.008
Si 5.708 14.968 25.67 0.036 -0.073 0.02
Si 7.555 10.012 26.328 0.012 0.047 0.141
Si 0.005 13.467 0.691 0.002 -0.012 0.002
Si 0.009 1.924 0.679 0.004 0.009 0.001
Si 0.015 5.784 0.687 0.01 -0.003 0.003
Si 0.019 9.611 0.67 0.022 0 0.001
Si 3.902 13.459 0.653 -0.011 -0.001 0
Si 3.901 1.931 0.646 -0.014 -0.007 -0.004
Si 3.894 5.763 0.633 -0.021 0.006 -0.007
Si 3.893 9.621 0.633 -0.021 -0.003 -0.003
Si 7.695 13.46 0.676 0.006 -0.001 0
Si 7.696 1.911 0.663 0.026 -0.002 0.001
Si 7.694 5.757 0.65 0.019 0.002 0.003
Si 7.702 9.61 0.65 0.02 0.019 0.005
Si 11.589 13.457 0.689 -0.019 -0.005 0.003
Si 11.59 1.923 0.685 -0.017 0.017 0.003
Si 11.571 5.778 0.681 -0.006 -0.009 0.008
Si 11.581 9.599 0.677 -0.011 0.007 0.007
Si 1.961 13.464 2.01 0.002 0.003 -0.012
Si 1.962 1.923 2.004 -0.002 -0.007 -0.01
Si 1.966 5.779 2.009 -0.008 0.002 -0.004
Si 1.963 9.61 2.004 0.001 -0.009 -0.003
Si 5.792 13.46 2.049 0.007 0.009 0.007
Si 5.794 1.922 2.041 0.003 -0.009 0.01
Si 5.791 5.761 2.028 0.004 0 -0.002
Si 5.794 9.622 2.024 0.007 0.005 -0.005
Si 9.64 13.462 2.018 -0.002 0.003 -0.001
Si 9.639 1.92 2.012 0.006 0.006 0.001
Si 9.628 5.776 2.014 0.006 0.004 0.002
Si 9.636 9.604 2.012 -0.001 -0.001 -0.001
Si 13.489 13.458 2.068 0.001 0.003 0.008
Si 13.494 1.93 2.061 -0.004 0 0.006
Si 13.485 5.769 2.051 -0.003 -0.001 0.007
Si 13.494 9.614 2.046 -0.007 -0.012 0.005
Si 1.96 15.389 3.376 0.014 0.001 0.003
Si 1.954 3.85 3.371 -0.004 0.009 -0.005
Si 1.962 7.695 3.382 0.014 0 0.007
Si 1.954 11.535 3.373 0 -0.006 -0.003
Si 5.794 15.386 3.399 -0.003 -0.006 0.01
Si 5.796 3.845 3.396 -0.002 -0.008 -0.001
Si 5.795 7.693 3.38 -0.002 0.003 0.005
Si 5.794 11.535 3.398 -0.007 0.011 0
Si 9.642 15.387 3.381 -0.007 -0.002 -0.005
Si 9.639 3.848 3.375 0.001 0.003 0
Si 9.636 7.692 3.388 -0.001 -0.001 0
Si 9.641 11.532 3.376 -0.005 -0.01 -0.003
Si 13.49 15.389 3.412 -0.006 -0.001 0.002
Si 13.488 3.852 3.413 0.005 -0.008 0.003
Si 13.491 7.694 3.405 0.007 -0.002 0.002
Si 13.49 11.532 3.413 0 0.008 0.001
Si 0.039 15.389 4.751 -0.005 0 -0.002
Si 0.036 3.851 4.751 -0.01 0.002 -0.001
Si 0.036 7.694 4.751 -0.021 -0.006 -0.003
Si 0.037 11.536 4.753 -0.005 -0.006 -0.001
Si 3.87 15.387 4.754 0.008 0.001 0.004
Si 3.87 3.848 4.747 0.007 -0.006 -0.003
Si 3.88 7.695 4.75 0.01 -0.001 0.002
Si 3.869 11.536 4.75 0.01 0 0.002
Si 7.725 15.387 4.749 0.004 0.001 -0.003
Si 7.723 3.847 4.749 -0.002 0.002 0.003
Si 7.715 7.695 4.749 -0.006 0.004 0.001
Si 7.724 11.536 4.748 -0.002 0.004 -0.003
Si 11.558 15.389 4.759 -0.001 0.003 -0.002
Si 11.554 3.849 4.756 0.005 0.002 -0.001
Si 11.56 7.695 4.756 0.012 0.001 -0.002
Si 11.556 11.535 4.757 0.002 -0.001 -0.004
Si 0.034 13.463 6.111 0.005 -0.002 0.004
Si 0.032 1.927 6.113 0.009 0.008 0.003
Si 0.028 5.772 6.116 0.022 0 -0.001
Si 0.027 9.615 6.118 0.017 -0.008 0.001
Si 3.87 13.46 6.111 0 0.001 0.002
Si 3.873 1.926 6.11 -0.003 0.004 0
Si 3.881 5.77 6.11 -0.013 0.003 -0.004
Si 3.879 9.616 6.115 -0.009 0.001 0
Si 7.727 13.462 6.106 -0.006 0.001 -0.008
Si 7.726 1.922 6.111 -0.003 -0.011 -0.003
Si 7.718 5.772 6.11 0.006 0.002 0.002
Si 7.718 9.618 6.115 0.006 0.007 0
Si 11.557 13.462 6.116 -0.005 -0.005 -0.001
Si 11.556 1.926 6.119 -0.004 -0.002 0.001
Si 11.563 5.772 6.12 -0.008 -0.004 0.002
Si 11.564 9.616 6.123 -0.013 -0.003 0.001
Si 1.952 13.463 7.48 0.009 -0.002 0.008
Si 1.955 1.925 7.474 0.011 0.004 0.003
Si 1.956 5.771 7.466 -0.005 0 -0.002
Si 1.954 9.615 7.471 0.001 -0.008 0.003
Si 5.802 13.46 7.459 0.019 0.002 -0.003
Si 5.8 1.925 7.465 0.001 -0.005 -0.002
Si 5.801 5.77 7.48 -0.006 -0.014 0.004
Si 5.8 9.617 7.485 -0.002 0.014 0.007
Si 9.638 13.464 7.486 -0.005 -0.004 -0.002
Si 9.637 1.923 7.489 -0.004 0.007 0
Si 9.637 5.773 7.476 0.001 0.008 0.002
Si 9.638 9.622 7.479 0 -0.007 -0.005
Si 13.489 13.462 7.466 -0.008 0.007 -0.003
Si 13.488 1.931 7.469 -0.005 -0.007 -0.002
Si 13.489 5.774 7.483 0 -0.007 0
Si 13.49 9.617 7.488 -0.001 0.008 -0.001
Si 1.955 15.391 8.837 -0.002 0.008 0.005
Si 1.96 3.853 8.827 0.002 0.029 -0.009
Si 1.959 7.69 8.825 -0.001 -0.011 -0.008
Si 1.952 11.533 8.835 0.005 -0.024 0.002
Si 5.796 15.383 8.816 0.002 -0.009 -0.011
Si 5.812 3.84 8.837 -0.007 -0.018 -0.003
Si 5.803 7.692 8.85 0.003 0 0.014
Si 5.804 11.551 8.836 -0.005 0.034 0.001
Si 9.635 15.385 8.853 -0.002 -0.005 0.011
Si 9.631 3.853 8.843 0 0.006 0.003
Si 9.635 7.698 8.833 0.003 0.009 -0.003
Si 9.64 11.541 8.849 -0.008 -0.015 0.002
Si 13.487 15.389 8.821 -0.001 -0.003 -0.005
Si 13.483 3.847 8.844 0.012 -0.015 0.004
Si 13.488 7.694 8.857 0.001 -0.003 0.012
Si 13.49 11.55 8.844 0.002 0.009 0.002
Si 0.02 15.392 10.182 -0.009 -0.002 -0.011
Si 0.037 3.844 10.183 0.014 0.008 -0.017
Si 0.049 7.694 10.195 0.021 -0.011 -0.016
Si 0.032 11.546 10.201 0.012 0.002 -0.02
Si 3.888 15.376 10.189 0.025 0.008 -0.012
Si 3.887 3.839 10.185 -0.008 0.008 -0.015
Si 3.869 7.687 10.199 -0.035 0.002 -0.006
Si 3.878 11.547 10.19 0.004 -0.003 -0.02
Si 7.696 15.393 10.201 -0.024 -0.013 -0.007
Si 7.721 3.851 10.225 -0.009 -0.008 -0.007
Si 7.731 7.689 10.216 0.014 0.005 -0.003
Si 7.718 11.538 10.214 0.001 0.004 -0.012
Si 11.573 15.391 10.196 0.014 0 -0.004
Si 11.548 3.855 10.205 -0.006 -0.009 -0.008
Si 11.543 7.704 10.205 -0.017 -0.001 -0.003
Si 11.564 11.556 10.211 0.004 -0.011 -0.008
O -3.919 2.321 32.304 -0.209 -0.027 0.459
O 4.374 4.38 30.921 -0.55 0 -0.133
O 9.12 6.337 31.617 0.057 -0.15 -0.333
O 5.682 10.216 31.992 0.032 0.267 -0.49
O 7.157 8.088 31.65 -0.481 -0.094 0.173
O 9.092 14.171 31.625 -0.173 -0.37 -0.168
O 5.081 13.767 31.564 0.471 0.08 -0.342
O -2.689 6.067 31.623 0.035 -0.395 -0.136
O -4.397 10.258 32.61 0.08 0.152 -0.605
O -1.791 10.342 31.883 0.525 -0.288 0.036
O -2.684 14.173 31.72 -0.329 0.142 -0.257
O -1.323 2.703 32.028 0.113 0.403 -0.233
O 1.493 6.07 31.612 -0.077 -0.359 -0.057
O -2.054 4.543 29.551 0.335 -0.134 -0.229
O -3.173 9.542 29.882 -0.461 -0.209 0.327
O 1.755 11.187 29.083 -0.044 0.26 0.01
O -2.357 14.609 29.216 -0.652 -0.141 -0.386
O -0.352 13.461 30.687 0.159 -0.448 -0.143
O 3.136 2.393 32.155 -0.184 -0.071 -0.103
O 2.047 10.056 31.45 -0.443 -0.382 -0.237
O 5.523 6.25 18.986 -0.116 0.492 -0.155
O -1.078 9.442 19.678 -0.013 0.579 0.509
O -0.264 13.657 18.524 0.012 0.076 0.353
O 2.037 2.352 18.742 -0.063 -0.212 -0.336
O 0.04 15.139 20.707 -0.12 0.024 0.237
O 8.058 5.743 18.622 0.063 -0.263 0.418
O 9.538 10.756 19.911 0.267 0.298 -0.379
O 7.445 10.034 18.449 -0.391 -0.041 0.293
O 12.32 10.012 18.027 0.254 0.637 0.133
O 9.757 9.702 17.297 0.098 0.014 0.289
O 9.648 13.442 18.66 0.09 -0.43 -0.362
O 10.395 16.119 30.467 0.439 -0.026 0.007
O 8.864 13.961 27.158 0.203 -0.054 -0.353
O -3.42 6.012 23.068 -0.183 0.003 0.213
O 8.043 7.28 29.34 -0.429 -0.115 -0.182
O 7.066 9.979 29.791 0.134 -0.438 -0.33
O 6.216 12.449 29.568 0.185 0.345 -0.195
O 8.16 15.244 29.289 -0.501 0.102 0.13
O 6.469 15.045 27.118 -0.228 0.126 0.253
O -2.027 16.544 21.73 -0.249 -0.58 0.053
O -3.097 6.966 29.21 -0.163 -0.1 -0.412
O 2.2 6.694 25.332 0.059 -0.2 -0.178
O 11.606 2.395 20.191 0.181 0.606 0.22
O 10.658 12.012 27.233 0.587 -0.244 0.295
O 0.998 4.986 29.182 0.009 0.073 -0.311
O 4.679 6.086 25.284 0.255 -0.128 0.066
O -1.916 17.228 29.262 0.353 0.058 0.484
O -2.543 12.123 30.082 -0.309 -0.081 -0.472
O -0.073 15.855 31.461 -0.779 -0.051 0.029
O 4.383 6.84 29.955 0.215 0.193 -0.131
O 11.43 15.295 19.347 0.17 -0.063 0.349
O 11.868 5.626 20.446 -0.555 -0.053 0.245
O 6.494 9.665 25.17 0.089 -0.384 -0.155
O -2.763 7.59 18.842 0.033 0.271 -0.507
O 10.581 15.258 24.467 0.261 -0.184 0.674
O -3.136 7.651 25.109 0.358 -0.041 -0.086
O 1.6 9.342 19.784 -0.061 -0.059 0.595
O 0.187 7.168 19.301 0.097 -0.036 0.413
O 4.535 13.312 20.418 0.42 -0.103 0.054
O -1.946 12.385 22.088 0.029 -0.147 0.21
O -0.182 2.288 20.289 -0.281 0.326 0.352
O 10.58 12.581 24.717 0.1 0.014 0.027
O 3.843 1.502 20.363 -0.155 -0.48 0.129
O 2.911 1.942 22.876 0.078 0.564 0.077
O 3.32 5.924 20.365 -0.46 0.097 0.248
O 4.29 3.841 19.256 0.223 -0.041 0.192
O 9.042 2.708 31.566 -0.331 0.084 -0.696
O 4.931 9.646 23.049 0.477 0.263 -0.272
O 2.956 11.572 19.292 -0.135 -0.027 -0.124
O 7.181 2.028 20.208 -0.299 0.569 0.111
O 6.798 5.041 20.869 -0.207 -0.484 0.042
O 6.412 13.77 22.177 0.327 -0.357 -0.234
O 4.192 12.697 23.026 -0.31 -0.557 -0.284
O 7.502 12.377 19.771 -0.267 0.067 0.649
O 7.796 15.991 22.358 0.4 -0.036 0.055
O -2.585 3.742 22.062 0.119 -0.161 0.109
O 7.828 3.204 22.431 0.608 -0.025 0.25
O 11.811 9.379 20.528 0.241 -0.306 0.52
O -4.044 10.163 25.441 -0.05 0.064 -0.297
O 0.192 8.289 22.3 -0.422 -0.018 -0.238
O -0.172 6.405 24.071 -0.631 -0.052 -0.108
O 0.198 13.461 23.255 -0.243 0.193 0.141
O 8.653 11.887 28.884 0.269 -0.256 0.318
O -0.193 12.545 27.941 -0.595 0.059 0.157
O -2.411 16.171 26.975 -0.19 -0.427 -0.273
O 0.33 1.502 22.728 -0.142 0.226 0.288
O 0.369 12.564 20.813 0.171 -0.602 -0.07
O 4.748 1.969 30.039 0.347 -0.372 -0.013
O 6.854 2.626 25.595 -0.001 0.247 -0.218
O -3.607 2.153 25.107 0.08 0.151 -0.234
O 3.533 7.575 22.332 0.026 0.005 0.06
O 0.101 13.992 25.779 -0.391 -0.122 -0.075
O 11.294 13.779 22.484 0.017 0.409 -0.112
O 4.047 8.622 25.31 -0.144 0.22 -0.027
O 4.71 13.72 25.491 -0.081 -0.102 0.377
O 10.337 13.778 29.306 0.629 -0.319 -0.144
O 8.792 13.725 23.219 -0.123 -0.51 -0.238
O 3.286 16.152 28.2 -0.12 0.016 -0.347
O 9.228 2.083 24.666 -0.482 0.214 -0.456
O 0.648 4.458 19.263 0.487 0.293 0.327
O 4.508 3.521 24.931 -0.326 -0.128 -0.131
O 1.328 2.58 24.936 0.235 0.194 -0.014
O 5.519 2.008 22.294 -0.029 0.487 0.508
O 6.871 14.886 24.555 0.334 0.231 0.226
O -1.687 5.281 18.61 -0.095 -0.386 -0.147
O 6.647 5.673 30.833 0.322 -0.698 0.015
O 7.539 8.014 23.044 -0.419 0.173 0.323
O 2.364 9.889 22.511 0.071 0.604 -0.215
O -4.235 3.128 29.833 -0.278 0.256 -0.294
O 0.612 2.604 30.132 0.184 0.046 -0.028
O 1.986 13.986 27.592 0.201 -0.223 -0.198
O 4.158 15.147 22.266 -0.293 -0.061 0.343
O 10.217 8.523 28.601 -0.255 0.23 -0.037
O 1.752 15.397 24.285 0.199 0.004 0.397
O 6.187 4.997 23.447 0.057 0.253 0.15
O -0.223 15.279 28.076 0.219 0.433 -0.166
O 3.591 9.289 29.364 0.2 0.294 -0.191
O 4.067 9.482 20.516 0.507 0.035 -0.053
O 0.622 2.86 27.542 -0.189 -0.161 -0.015
O 2.286 12.875 24.793 -0.18 -0.414 0.213
O 10.691 5.453 25.29 0.449 -0.407 -0.055
O 3.85 11.687 30.502 -0.176 0.027 0.257
O -0.638 6.721 30.156 -0.227 0.369 -0.098
O -0.713 10.388 29.421 0.172 -0.426 0.123
O 11.82 12.805 20.077 0.287 -0.169 -0.158
O 2.847 3.26 28.818 0.199 0.527 0.087
O -0.025 10.856 22.782 -0.269 -0.133 0.068
O 7.723 15.066 19.394 -0.115 0.022 0.569
O 8.815 10.829 25.714 -0.161 0.039 -0.372
O 1.387 5.966 22.031 0.019 -0.589 -0.016
O 9.414 6.354 27.393 0.377 -0.154 0.217
O 8.898 3.929 26.51 0.214 -0.099 0.139
O 8.563 16.679 27.101 0.129 0.338 0.186
O 9.976 7.543 23.926 0.123 0.504 0.016
O 3.66 7.302 27.493 0.15 -0.061 -0.038
O 0.434 4.893 26.036 -0.106 0.259 0.502
O -1.215 6.035 21.694 0.212 -0.089 -0.255
O 0.486 10.102 27.098 0.495 0.034 -0.063
O -1.17 2.783 25.658 -0.056 -0.076 -0.49
O -3.067 3.291 27.444 -0.054 0.515 -0.158
O 10.993 1.833 22.677 -0.521 -0.051 -0.278
O 0.002 7.589 26.383 -0.039 -0.11 0.726
O 3.647 5.071 22.965 -0.108 -0.487 0.144
O 9.518 8.879 21.63 0.312 -0.169 0.051
O 8.09 8.661 27.054 -0.124 -0.226 -0.163
O 1.919 14.813 30.078 0.206 0.455 -0.12
O 4.304 11.177 25.131 -0.043 -0.02 0.361
O 9.49 1.629 18.849 -0.098 0.267 -0.379
O 10.995 11.226 22.044 -0.212 0.153 0.604
O 8.372 10.386 31.994 -0.023 0.433 -0.494
O 6.75 10.935 27.397 -0.502 0.126 -0.296
O 8.135 6.189 25.151 -0.552 0.095 0.223
O 1.822 7.43 29.399 -0.265 0.406 -0.351
O 7.28 10.041 21.095 -0.334 0.382 0.287
O 2.155 14.038 19.485 0.044 0.571 0.1
O 8.603 5.677 22.659 0.348 -0.2 -0.264
O 7.449 7.548 20.429 0.057 0.185 -0.18
O -2.853 8.851 27.407 0.227 0.051 0.015
O -1.464 9.622 25.389 -0.064 0.484 -0.464
O 4.85 16.329 25.453 -0.405 -0.051 -0.355
O 4.159 13.878 29.08 0.222 0.128 -0.382
O 4.972 2.653 27.436 0.471 0.313 0.181
O 0.987 9.298 24.635 0.516 -0.191 0.291

Results
total energy: -110838.083 eV
total energy less fixed offsets of O -438.35, Si -107.03 eV per atom: 0.007 eV
